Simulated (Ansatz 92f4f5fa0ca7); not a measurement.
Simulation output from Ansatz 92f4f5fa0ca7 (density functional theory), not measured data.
Periodic cell of 198 atoms, Si117O81, from a study of silicon, its oxide and their interface. The atomic structure is a simulated model.

Settings: functional r2SCAN; potential files Ansatz norm-conserving; basis plane waves; wave-function cutoff 1300 eV; density cutoff ratio 4; exchange-correlation grid ratio 1; k mesh 2 x 2 x 1, shifted by 0.5 0.5 0.5 of a step; self-consistency stop 5e-08 eV per atom in the density residual; occupations Fermi-Dirac, 0.05 eV; spin none; net charge 0.

Cell vectors (angstrom)
a	11.5403	0	0
b	0	11.5403	0
c	3.5184	-4.7529	26.4482

Atoms: element, x, y, z (angstrom)
Si	9.2974	9.6764	-0.0769
Si	8.0604	2.5206	-0.9474
Si	-2.3049	6.9424	0.9709
Si	1.7331	9.2049	-0.2386
Si	1.1104	3.0522	-0.5442
Si	-0.308	6.1866	1.7298
Si	5.6258	9.7281	-0.0293
Si	5.0327	2.6505	-1.6317
Si	4.2461	5.559	-1.9114
Si	-0.1509	-1.5688	1.0819
Si	-0.8905	2.3022	1.4294
Si	1.4235	6.1095	0.2397
Si	3.6246	9.6745	1.164
Si	3.568	2.1958	1.1789
Si	3.4998	5.9277	1.1743
Si	7.5168	9.9564	1.3682
Si	8.2492	2.0436	1.3548
Si	8.153	5.1255	0.2047
Si	-0.1616	0.3236	2.5582
Si	-0.2216	4.1309	2.7965
Si	-0.0841	8.2289	2.7696
Si	3.6771	0.1724	2.4665
Si	3.7968	4.0763	2.5491
Si	3.8247	7.8515	2.5557
Si	7.5967	0.2684	2.6939
Si	7.6039	4.041	2.3688
Si	7.8123	7.9985	2.5792
Si	9.517	0.2735	4.0513
Si	9.357	4.209	3.9974
Si	9.5312	8.1075	4.1431
Si	1.7957	0.3045	3.9267
Si	1.8606	4.1112	3.9401
Si	1.9169	8.0253	3.9668
Si	5.6119	0.2797	3.9276
Si	5.7349	4.0898	3.8513
Si	5.8002	7.868	3.8526
Si	9.4996	9.9737	5.4917
Si	9.456	2.2696	5.3736
Si	9.5005	6.0898	5.375
Si	1.7923	9.936	5.339
Si	1.8231	2.2224	5.3468
Si	1.8713	6.071	5.2399
Si	5.7359	9.8293	5.2344
Si	5.6988	2.2126	5.336
Si	5.7565	5.9976	5.2428
Si	-0.1232	9.9801	6.7935
Si	-0.1383	2.2889	6.7098
Si	-0.0279	6.0552	6.6024
Si	3.7995	9.8858	6.5524
Si	3.7744	2.2831	6.7133
Si	3.814	6.1193	6.5681
Si	7.5669	9.8673	6.7733
Si	7.6022	2.1937	6.8419
Si	7.5786	5.9855	6.735
Si	-0.2163	0.4164	8.1095
Si	-0.006	4.2177	8.0679
Si	-0.1369	7.9331	7.9826
Si	3.8073	0.2483	7.8901
Si	3.8256	4.3044	8.039
Si	3.8037	8.0216	7.9732
Si	7.6237	0.2096	8.1861
Si	7.6449	4.1606	8.2643
Si	7.6426	7.8833	8.0969
Si	9.5037	-0.1166	9.5944
Si	9.7167	4.6908	9.4834
Si	9.586	7.0995	9.2736
Si	1.8447	0.2637	9.1276
Si	1.9339	4.2761	9.4712
Si	1.8063	8.0264	9.2444
Si	5.6151	11.9473	9.3936
Si	5.6341	4.4035	9.5582
Si	5.7137	8.0993	9.4094
Si	10.6195	9.7211	10.9919
Si	9.0091	-0.0759	12.475
Si	10.7372	4.4101	11.8267
Si	1.5201	9.9574	10.5144
Si	2.5244	2.1193	10.324
Si	3.5081	7.3217	12.158
Si	3.4905	9.7101	11.7752
Si	5.5735	10.0545	10.725
Si	6.6601	5.2534	14.146
Si	9.6197	7.6104	11.5316
Si	1.4987	2.6985	12.9017
Si	10.2662	2.3076	13.9196
Si	6.9188	10.1366	12.7064
Si	4.4954	2.9237	13.5171
Si	1.7663	6.32	10.8299
Si	7.3394	6.9989	12.5289
Si	4.864	2.3957	10.468
Si	5.5364	6.4393	11.0582
Si	3.401	-0.3781	16.953
Si	10.1147	2.3959	24.7409
Si	-0.9696	1.7811	19.9225
Si	6.693	2.5698	18.0187
Si	4.5173	11.4806	14.1241
Si	7.7627	0.7141	20.0137
Si	0.456	6.7239	23.8067
Si	5.927	5.2594	23.1649
Si	3.1552	6.7399	22.0216
Si	5.9792	6.578	16.9372
Si	4.6109	9.3285	22.9779
Si	4.9998	9.0213	17.9913
Si	13.3495	1.7835	20.4493
Si	6.1937	2.1856	22.3593
Si	11.3686	3.1346	22.1545
Si	-0.8556	4.7674	19.8989
Si	1.9144	6.9853	14.8222
Si	3.9942	0.2995	21.6625
Si	11.4942	6.5266	12.3778
Si	8.7904	6.6724	23.7954
Si	8.5127	3.5879	15.8658
Si	8.2	5.0682	18.3782
Si	2.0642	8.6918	17.3612
Si	1.8226	6.4193	19.0739
Si	2.9831	5.4208	17.2782
Si	3.5182	2.5485	18.0106
Si	6.0294	-1.5647	20.5773
O	6.5999	2.9941	-1.4742
O	2.0336	2.4286	0.6328
O	-0.3727	2.5177	-0.1477
O	4.5162	2.2018	-0.1626
O	10.6296	1.281	25.7903
O	4.2949	5.8204	-0.3057
O	9.4113	8.0235	-0.3241
O	9.0403	0.7317	11.0056
O	10.3543	10.5049	12.4567
O	9.3518	0.9968	13.6557
O	9.8558	3.4066	12.7738
O	1.9446	1.5864	11.8136
O	3.1813	7.0945	13.7916
O	5.1339	2.4496	12.0978
O	7.0399	8.5472	13.1797
O	0.6449	8.2371	24.4329
O	2.9613	6.2004	-2.6677
O	0.7906	5.6522	24.9882
O	8.8445	3.9769	-0.7911
O	1.194	7.8579	18.4678
O	2.9447	2.4711	19.5275
O	1.6968	6.4487	22.7559
O	0.5254	1.2076	19.6051
O	1.4456	7.579	-0.5779
O	11.2473	3.0376	23.7583
O	3.5152	8.2779	22.4179
O	4.8638	1.4526	-2.7027
O	7.2862	1.6817	21.2456
O	5.4978	6.3476	-2.5789
O	10.4042	6.5793	23.2977
O	3.7262	-0.651	15.403
O	4.6744	1.738	21.9683
O	12.2757	3.8126	11.9823
O	4.7407	-0.9409	17.7158
O	2.2293	5.7901	15.8676
O	6.0312	10.925	13.8674
O	4.5622	5.9061	22.4188
O	2.8124	3.7958	17.2911
O	7.8967	4.2589	14.5262
O	3.5784	10.9395	12.9046
O	5.3418	4.2532	13.9525
O	0.4713	5.5438	19.4229
O	7.0963	6.2086	18.0661
O	2.8899	3.3155	13.5079
O	3.559	8.2791	17.8826
O	5.1063	2.8137	17.9843
O	1.7471	8.2884	15.8094
O	12.0866	6.7598	13.9498
O	-1.0039	3.2683	19.2325
O	6.924	1.1219	18.6921
O	7.414	3.7335	18.9141
O	9.8493	2.8015	15.4116
O	6.1814	3.7984	22.485
O	3.1423	1.1738	17.2584
O	2.0582	-1.2126	17.4031
O	0.3669	2.119	13.9353
O	5.9403	-2.2877	22.0292
O	7.3685	2.62	16.534
O	-1.0877	1.9399	21.54
O	6.4199	6.1715	15.4514
O	4.6146	1.5551	14.3976
O	2.7858	6.5866	20.4276
O	5.7165	8.8704	19.4402
O	2.0026	9.9265	-1.7056
O	12.8816	2.8766	21.5815
O	9.3267	0.832	19.5552
O	4.5808	5.8167	17.2732
O	4.2718	3.9607	-2.2044
O	7.4729	-0.8509	20.3653
O	5.0358	9.0932	24.5152
O	2.4688	0.5107	21.1998
O	7.4625	5.9567	23.0659
O	3.9593	-0.7187	22.9214
O	10.8195	4.5399	21.5217
O	4.8687	-0.4199	20.496
O	9.4162	3.6131	25.5421
O	5.3783	10.9474	-1.1022
O	5.911	8.2085	16.9333
O	8.9527	4.6948	16.9751
O	-2.225	5.556	19.4649
O	1.2499	4.6871	-0.6389

Results
free energy: -51371.758 eV
free energy less fixed offsets of O -463.61, Si -117.95 eV per atom: -19.198 eV
pressure: -1.81 GPa
stress xx, yy, zz, yz, xz, xy (GPa, positive in tension): 2.79, 1.36, 1.29, 0.12, 0.09, 0.56

Forces (eV/angstrom), in the order of the atoms: element, x, y, z
Si	-0.0265	-0.3069	-0.2253
Si	0.0257	0.051	0.0339
Si	-0.1747	-0.2383	-1.1529
Si	-0.121	-0.2184	-0.5512
Si	-0.0644	0.0348	-0.1601
Si	0.3926	0.1091	0.0133
Si	-0.0803	-0.1258	-0.4338
Si	0.0973	-0.089	-0.1629
Si	-0.0991	0.083	-0.281
Si	-0.0925	-0.0596	-0.1228
Si	0.1394	-0.0994	-0.2137
Si	-1.0674	0.0444	-0.4395
Si	0.1613	0.1726	-0.0998
Si	-0.0735	-0.1044	-0.4566
Si	0.5256	0.1756	-0.3115
Si	-0.0634	-0.0971	-0.0808
Si	0.1004	-0.219	-0.0582
Si	0.0861	0.3116	-0.1352
Si	0.0567	0.1364	-0.1004
Si	0.073	-0.0233	-0.0889
Si	0.2618	-0.1588	0.1895
Si	0.0171	0.1024	0.034
Si	-0.1333	-0.1812	0.2559
Si	-0.0198	-0.126	0.1395
Si	0.1956	0.1894	0.0115
Si	0.1065	0.195	-0.085
Si	-0.1276	-0.0485	0.1585
Si	-0.0932	-0.0143	0.0997
Si	-0.0598	-0.1172	0.1885
Si	0.2824	0.1374	-0.0255
Si	-0.0655	0.0546	-0.0927
Si	-0.1857	-0.1108	-0.0953
Si	-0.1945	0.1875	-0.0073
Si	0.0221	0.0158	0.0007
Si	0.1282	-0.1239	0.0141
Si	0.1675	0.0123	-0.0849
Si	0.0372	0.0979	-0.1095
Si	-0.0818	0.1451	-0.0941
Si	0.0047	-0.0299	0.0271
Si	0.2812	0.0271	0.0595
Si	0.0933	0.0418	0.0688
Si	-0.0834	0.015	0.052
Si	0.0705	-0.0496	-0.1668
Si	-0.05	-0.0098	0.062
Si	-0.0672	-0.0936	0.0671
Si	-0.1663	-0.1595	-0.0893
Si	0.0542	0.0901	-0.1669
Si	-0.021	-0.0891	-0.1027
Si	-0.0524	0.092	0.0176
Si	-0.0385	0.1139	-0.1668
Si	-0.0425	-0.1056	0.0513
Si	0.0436	0.0079	0.0545
Si	0.1205	-0.083	0.0319
Si	0.1044	0.0653	0.0037
Si	0.0242	0.0124	-0.0686
Si	0.1588	0.0743	0.0799
Si	0.1697	-0.0632	-0.035
Si	0.2777	-0.1634	-0.1931
Si	-0.232	0.1273	-0.1819
Si	0.0838	0.0506	0.0354
Si	-0.3558	0.0237	-0.2809
Si	0.0577	0.0069	0.14
Si	-0.1261	-0.0499	0.0673
Si	0.0394	0.3374	0.4848
Si	0.0115	0.0063	-0.0649
Si	0.0407	-0.2673	0.0017
Si	0.042	0.1175	-0.0718
Si	0.0083	0.0326	-0.1188
Si	0.1118	-0.0169	-0.1639
Si	0.0268	0.1699	0.0723
Si	0.1048	0.1692	0.0912
Si	-0.2527	-0.0067	-0.0452
Si	-0.1487	0.0773	0.8674
Si	0.6724	0.2199	0.0756
Si	-0.2903	-0.2414	0.0241
Si	-0.1711	-0.2832	-0.0517
Si	-0.4576	-0.0461	0.1703
Si	-0.1325	-0.5228	0.507
Si	-0.0064	0.6695	0.251
Si	-0.193	-0.1679	-0.2338
Si	0.3193	-0.425	0.5759
Si	-0.0429	0.374	-0.0455
Si	-0.1723	-0.149	-0.0631
Si	-0.0237	0.1018	0.3521
Si	-0.253	0.0041	0.4059
Si	0.0811	-0.0985	-0.3047
Si	0.415	0.0785	-0.1855
Si	0.0081	0.7954	0.0248
Si	0.4542	-0.2997	0.4319
Si	-0.0075	0.0065	-0.513
Si	-0.0776	0.1864	0.1939
Si	0.175	-0.0946	0.345
Si	-0.105	-0.1337	0.0267
Si	0.016	-0.1476	0.0697
Si	-0.1705	-0.071	-0.0064
Si	-0.0098	-0.1291	-0.003
Si	0.0849	0.0666	0.1992
Si	0.1057	-0.1044	-0.3138
Si	0.0374	0.1814	-0.0203
Si	0.0271	0.1454	0.1607
Si	-0.0487	0.0546	-0.1618
Si	0.2527	0.0961	0.2037
Si	0.1592	-0.2084	0.1757
Si	-0.1749	0.1192	-0.0662
Si	0.018	-0.0705	0.1692
Si	-0.1164	-0.0257	0.0755
Si	0.0954	0.0744	0.1226
Si	-0.1419	0.007	0.0843
Si	-0.0548	0.0608	0.5502
Si	0.0378	0.039	-0.0689
Si	0.0206	-0.0735	0.1237
Si	0.1204	-0.0106	0.1212
Si	-0.1044	0.2799	0.1867
Si	-0.4005	0.145	0.6307
Si	0.1814	-0.3743	-0.3578
Si	0.0002	-0.1189	0.1975
Si	0.0916	-0.123	0.0366
O	-0.0429	-0.0843	0.0492
O	0.3395	-0.0031	0.0188
O	0.0002	0.098	0.3854
O	-0.185	0.0733	0.312
O	-0.2644	-0.0446	-0.4235
O	-0.2097	0.008	0.1685
O	-0.227	0.3016	0.717
O	0.1044	-0.5083	-0.0271
O	-0.4072	0.3987	-0.495
O	-0.0587	-0.0845	-0.2738
O	0.298	-0.1261	0.0751
O	0.1881	0.3689	0.0748
O	-0.1125	0.0805	-0.1533
O	-0.3	0.0847	0.1405
O	0.014	-0.3801	-0.2648
O	-0.1236	-0.1009	-0.0317
O	0.2531	-0.0988	0.0689
O	0.1291	-0.0317	0.0692
O	-0.5491	0.1654	0.2646
O	0.2914	-0.1983	-0.1274
O	-0.126	-0.0501	-0.1394
O	-0.0583	0.0427	0.0344
O	-0.0355	0.2947	0.1941
O	0.3815	0.2727	0.3926
O	-0.204	-0.056	-0.1589
O	0.0912	-0.1242	0.0305
O	0.0723	0.0838	0.3349
O	-0.0908	-0.138	0.0321
O	-0.086	0.012	0.1856
O	0.118	-0.0321	0.2015
O	0.2162	0.0917	-0.0558
O	0.2481	-0.2359	0.0197
O	-0.0018	-0.4612	0.3556
O	-0.3007	-0.2828	-0.1662
O	0.1746	0.0115	0.0538
O	-0.0449	-0.1763	-0.1413
O	0.0187	0.0767	0.1604
O	0.2079	0.28	0.0021
O	-0.1551	0.0792	0.0606
O	0.1976	-0.1776	0.0789
O	0.1169	0.1447	-0.0026
O	0.294	0.1435	-0.092
O	-0.0641	-0.1866	-0.2009
O	-0.0303	-0.0793	-0.0436
O	0.0656	0.1959	-0.1487
O	-0.0145	-0.0399	-0.0643
O	0.1302	-0.171	0.0313
O	0.0461	-0.0343	-0.5978
O	-0.0004	0.0473	0.2462
O	0.0579	0.2412	0.0282
O	0.051	0.0854	-0.2941
O	-0.1255	0.0607	-0.3377
O	-0.0171	-0.025	0.2399
O	0.1447	-0.0686	-0.0134
O	0.3707	-0.3117	-0.1168
O	-0.0576	0.1825	-0.3767
O	-0.3086	0.2341	0.0019
O	0.1032	0.2773	0.1116
O	0.267	0.3267	-0.2799
O	-0.1116	-0.0799	-0.0022
O	-0.0799	0.0033	-0.1319
O	-0.2663	-0.0521	-0.2803
O	-0.1756	0.1987	-0.2214
O	-0.0422	-0.2778	0.2848
O	-0.2681	-0.095	-0.1608
O	-0.0536	0.2174	0.095
O	-0.1324	-0.0191	-0.1079
O	0.0747	0.1764	0.3208
O	-0.2539	0.2402	-0.0079
O	-0.0657	0.2166	0.1361
O	0.1093	0.2517	-0.178
O	-0.0843	-0.0377	0.2848
O	0.2585	-0.1169	-0.1513
O	0.026	-0.2528	-0.2125
O	0.0773	-0.0619	0.199
O	-0.0045	0.1101	0.0977
O	0.0645	-0.1302	-0.0896
O	-0.2646	-0.2398	0.0987
O	-0.3527	-0.1332	0.021
O	0.0622	-0.2783	-0.1251
O	0.1335	-0.1514	0.0175

The program warned: the forces do not sum to zero within the program's tolerance.
